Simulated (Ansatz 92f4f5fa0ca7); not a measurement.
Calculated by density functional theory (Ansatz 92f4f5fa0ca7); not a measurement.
Periodic cell of 224 atoms, Si133O89H1N1, from a study of silicon, its oxide and their interface. The atomic structure is a simulated model.
Doubt: the cutoff is far below the 930 eV that the study's wrapper takes by default for these files, so forces and energies are approximate.
This geometry differs little from another in the collection (a relaxation step or a small displacement).

Settings
functional: PBE
potential files: Ansatz PAW
basis: plane waves
wave-function cutoff: 580 eV
density cutoff ratio: 5
exchange-correlation grid ratio: 1
k mesh: 1 x 1 x 1, Gamma-centred
self-consistency stop: 5e-08 eV per atom in the density residual
occupations: fixed
spin: none
net charge: 0

Cell vectors (angstrom)
a, 10.938, 0, 0
b, 0, 10.938, 0
c, 0, 0, 32.3241

Atoms and the computed forces on them: element, x, y, z (angstrom), force x, y, z (eV/angstrom)
Si, 0.4623, -0.5601, 24.7634, -0.0021, 0.0022, -0.0028
Si, 5.5574, -0.2851, 24.9136, -0.0033, 0.0037, 0.0008
Si, 2.5729, 2.9429, 24.9327, 0.0009, -0.0024, -0.0033
Si, 8.0547, 2.9534, 24.6706, 0.0002, -0.0023, -0.0004
Si, 0.3442, 5.2227, 24.8292, -0.0014, 0.002, -0.0059
Si, 4.8437, 6.018, 24.8196, -0.0013, 0.0018, -0.0018
Si, 2.7098, 8.2284, 25.3068, 0.0009, -0.0004, 0.0022
Si, 7.9424, 8.5522, 24.7066, 0.0026, -0.0024, 0.0009
Si, 1.3713, 1.2694, 26.0846, 0.0006, 0.0007, 0
Si, 6.7811, 1.4415, 26.0298, -0.0009, -0.0016, -0.0002
Si, 4.0649, 4.218, 26.2009, -0.0008, 0.0005, -0.0005
Si, 9.5587, 4.1239, 26.0785, 0.0015, 0.0007, 0.0015
Si, 1.2742, 6.7736, 26.346, 0.0004, 0.0005, 0.0001
Si, 6.7709, 6.8886, 25.998, -0.0006, 0.0003, -0.0012
Si, 4.1673, 9.5915, 26.4554, -0.0018, 0, -0.0008
Si, 9.5804, 9.5727, 26.0872, -0.001, 0.0003, 0.0008
Si, 2.7161, 0.0524, 27.5994, 0, 0.0001, 0.0008
Si, 8.1993, 0.0615, 27.4576, 0.0004, -0.0011, -0.0015
Si, -0.0174, 2.6987, 27.4704, 0.0013, 0.0002, -0.0013
Si, 5.4568, 2.7756, 27.4989, -0.0011, 0, 0.0013
Si, 2.7109, 5.4682, 27.6331, 0.0015, -0.0003, 0.0013
Si, 8.1708, 5.5045, 27.4477, -0.0009, 0.0007, -0.0004
Si, -0.0849, 8.2216, 27.57, -0.0001, 0.001, 0.0015
Si, 5.5431, 8.1462, 27.6068, 0.0009, -0.0008, 0.001
Si, 4.1018, 1.3673, 28.9058, 0.0845, 0.5406, 0.1493
Si, 9.5708, 1.3673, 28.9058, -0.0916, 0.0723, -0.2343
Si, 1.3673, 4.1018, 28.9058, -0.3224, -0.5546, 0.1319
Si, 6.8362, 4.1018, 28.9058, 0.1148, 0.1662, -0.3792
Si, 4.1018, 6.8362, 28.9058, 0.1555, -0.0855, 0.4896
Si, 9.5708, 6.8362, 28.9058, -0.6096, -0.1018, 0.0524
Si, 1.3673, 9.5708, 28.9058, -0.2004, 0.0067, 0.0516
Si, 6.8362, 9.5708, 28.9058, 0.5101, 0.2263, -0.0572
Si, 0, 0, 30.2731, -0.0189, -0.073, 0.0026
Si, 5.469, 0, 30.2731, 0.0579, 0.0305, -0.0699
Si, 2.7345, 2.7345, 30.2731, 0.0104, 0.0038, 0.0445
Si, 8.2035, 2.7345, 30.2731, 0.0749, 0.0126, -0.0489
Si, 0, 5.469, 30.2731, -0.0841, -0.1572, -0.0546
Si, 5.469, 5.469, 30.2731, -0.0897, 0.0016, 0.0336
Si, 2.7345, 8.2035, 30.2731, 0.066, -0.0059, -0.0281
Si, 8.2035, 8.2035, 30.2731, 0.0664, 0.0567, 0.0484
Si, 1.3673, 1.3673, 31.6403, 0.0577, 0.0244, -0.0205
Si, 6.8362, 1.3673, 31.6403, -0.0494, -0.0144, -0.026
Si, 4.1018, 4.1018, 31.6403, -0.0068, -0.0063, 0.0016
Si, 9.5708, 4.1018, 31.6403, -0.0145, 0.064, -0.0031
Si, 1.3673, 6.8362, 31.6403, 0.0317, 0.0213, -0.0378
Si, 6.8362, 6.8362, 31.6403, -0.0343, 0.0196, -0.0249
Si, 4.1018, 9.5708, 31.6403, -0.0634, 0.0293, -0.0235
Si, 9.5708, 9.5708, 31.6403, 0.0005, -0.0365, -0.0005
Si, 2.7345, 0, 0.6835, 0.0364, -0.0459, 0.0168
Si, 8.2035, 0, 0.6835, 0.0052, 0.0107, -0.0121
Si, 0, 2.7345, 0.6835, -0.0017, -0.0269, 0.0308
Si, 5.469, 2.7345, 0.6835, 0.0037, -0.0039, 0.0266
Si, 2.7345, 5.469, 0.6835, -0.0128, 0.0216, -0.0004
Si, 8.2035, 5.469, 0.6835, 0.0434, -0.03, 0.0035
Si, 0, 8.2035, 0.6835, 0.0205, 0.0288, 0.0314
Si, 5.469, 8.2035, 0.6835, -0.008, -0.0503, 0.0338
Si, 4.1018, 1.3673, 2.0507, -0.1019, -0.0146, -0.0145
Si, 9.5708, 1.3673, 2.0507, -0.013, -0.0537, 0.0279
Si, 1.3673, 4.1018, 2.0507, 0.1525, 0.0972, 0.0215
Si, 6.8362, 4.1018, 2.0507, -0.0845, 0.0411, -0.0345
Si, 4.1018, 6.8362, 2.0507, -0.0308, 0.001, 0.0433
Si, 9.5708, 6.8362, 2.0507, -0.1066, -0.0606, -0.0084
Si, 1.3673, 9.5708, 2.0507, 0.0312, -0.0249, -0.0053
Si, 6.8362, 9.5708, 2.0507, 0.0977, 0.1528, 0.0348
Si, 0, 0, 3.418, -0.2441, -0.1717, -0.1606
Si, 5.469, 0, 3.418, 0.4049, 0.2, 0.1359
Si, 2.7345, 2.7345, 3.418, 0.1031, -0.0519, -0.4361
Si, 8.2035, 2.7345, 3.418, -0.0148, -0.0212, 0.3912
Si, 0, 5.469, 3.418, -0.2484, -0.0308, 0.3165
Si, 5.469, 5.469, 3.418, 0.2275, -0.1903, -0.5316
Si, 2.7345, 8.2035, 3.418, -0.2254, 0.05, -0.0634
Si, 8.2035, 8.2035, 3.418, 0.3268, -0.0524, 0.145
Si, 1.3066, 1.4213, 4.7219, 0.0021, -0.0005, 0.001
Si, 6.8967, 1.3428, 4.871, 0.0002, -0.0012, -0.0014
Si, 4.1923, 4.0286, 4.7215, -0.004, -0.0058, -0.0035
Si, 9.5515, 4.0956, 4.8541, -0.0001, 0.002, -0.0018
Si, 1.3382, 6.86, 4.795, -0.0028, 0.0037, -0.0001
Si, 6.8459, 6.8008, 4.7515, 0.004, 0.0032, -0.0014
Si, 4.1138, 9.5751, 4.7378, -0.0017, 0.0004, -0.001
Si, 9.6399, 9.5251, 4.8386, 0.0014, -0.0009, 0.0024
Si, 2.8235, 0.1705, 5.9545, -0.0003, 0.0015, 0.001
Si, 8.2409, -0.1112, 6.2603, 0.002, 0.0008, 0
Si, -0.0662, 2.6453, 6.2269, -0.0005, -0.0009, -0.0009
Si, 5.6038, 2.8261, 6.2415, 0.0013, 0.001, 0.0029
Si, 2.7152, 5.3519, 5.9254, -0.0011, 0.0025, -0.0014
Si, 8.2435, 5.5587, 6.2326, 0.001, -0.0027, 0.001
Si, 0.1647, 8.2777, 6.3435, 0.0057, -0.0001, 0.003
Si, 5.3913, 8.1044, 6.0511, -0.0027, -0.0021, 0.0002
Si, 3.8648, 1.7519, 7.357, -0.0032, -0.0026, 0.0008
Si, 9.9688, 0.8831, 7.6003, -0.0007, 0.0006, 0.0028
Si, 1.583, 3.8859, 7.3331, -0.0012, 0.0013, 0.0034
Si, 6.6137, 4.5142, 7.635, 0.0043, -0.0024, 0.0115
Si, 4.1646, 6.4993, 7.299, -0.0041, 0.005, 0.0166
Si, 9.3436, 7.1859, 7.5952, -0.0005, 0.0032, -0.0006
Si, 1.6172, 9.9215, 7.5116, -0.002, -0.0008, -0.0024
Si, 6.8842, 9.2238, 7.4267, 0, -0.0018, 0.0005
O, 10.9759, 5.8781, 23.3446, -0.0003, -0.0002, 0.0038
O, 4.5231, 0.0286, 23.6663, 0.0008, -0.0008, 0.0003
O, 8.0624, 8.1843, 8.0205, 0.0044, -0.0038, -0.0018
O, 2.7263, 2.8274, 7.8877, 0.0029, 0.0001, -0.0003
O, 7.144, 4.0512, 23.8314, 0.0006, -0.0004, 0.0001
O, 1.6747, 9.2601, 24.5049, -0.0018, 0.0022, -0.0008
O, 5.3676, 5.5541, 7.9123, -0.005, 0.0023, -0.012
O, 0.3404, -0.0589, 8.0343, 0.0032, -0.0034, 0.0013
O, 7.0626, 4.171, 9.1994, -0.0033, 0.0026, -0.0059
O, 5.7834, 9.7439, 8.5572, 0.0023, -0.0002, 0.0047
O, 9.943, 6.4817, 8.9746, -0.0013, 0.0025, 0.0001
N, 2.8941, 9.5488, 8.7498, -0.0077, -0.0008, -0.0099
O, 4.3551, 1.0018, 8.7353, 0.0008, 0.0008, -0.0012
O, 1.0166, 4.7244, 8.6266, 0.0027, -0.0003, -0.0001
O, 9.2691, 1.2701, 9.039, -0.0002, -0.0003, -0.0024
O, 3.2065, 6.8594, 8.5918, -0.0012, 0.0024, -0.0024
O, 7.3821, 6.207, 22.2042, 0, 0, 0.0001
O, 8.8692, 2.1265, 23.4957, -0.0013, 0.0006, 0.0017
O, 5.0855, 5.4915, 23.2813, -0.0007, 0.0007, 0.0016
O, 3.3127, 2.3992, 23.5581, -0.0018, 0.0016, 0.0029
O, 10.9074, -0.2616, 23.2133, -0.0001, -0.0008, 0.0035
O, 3.7305, 7.2084, 24.4759, 0.004, -0.0048, 0.0012
O, 1.4358, 4.0414, 24.4739, 0.0012, -0.0014, 0.0018
O, 6.7461, 9.6498, 24.3379, 0.0024, -0.0022, -0.0006
Si, 14.618, 1.0503, 22.7253, -0.0004, 0.0007, 0.0011
Si, -1.2998, 2.5685, 22.1258, 0.0005, -0.0002, -0.0006
Si, 0.703, 11.5193, 22.0135, -0.0001, 0.0005, -0.0003
Si, 11.5666, 0.7018, 14.9117, 0.0001, 0.0005, 0.0002
Si, 5.7036, -0.7042, 11.8927, 0.0012, 0.0026, 0.0008
Si, 11.6178, 15.6895, 12.5853, 0.002, -0.002, -0.0008
Si, 9.339, 1.4894, 10.6547, 0.0015, 0.0005, -0.0007
Si, 5.2514, 4.0056, 19.9463, -0.0008, -0.0007, -0.0005
Si, 9.7742, 7.9833, 13.4428, -0.0011, -0.0005, 0.0006
Si, 10.3721, -3.0093, 16.3959, 0.0001, -0.0001, 0.0012
Si, 10.7859, 5.2281, 9.6169, -0.0013, -0.0005, 0.0004
Si, -0.3074, 5.429, 21.8069, 0.0007, -0.0012, 0.0011
Si, 8.4888, -1.3141, 11.4362, 0.0003, 0.0002, -0.0006
Si, 8.7504, 4.9873, 13.1432, 0.0003, 0, 0
Si, 7.1954, 3.477, 15.5247, -0.0003, -0.0002, 0.0006
Si, 12.2284, 5.9929, 15.313, 0.0005, -0.0002, 0.0016
Si, 5.6612, 5.6197, 17.2815, -0.0004, -0.0001, 0.0006
Si, 4.3925, 10.3782, 9.1839, -0.0031, 0.0028, 0.0002
Si, 13.3838, 1.4146, 18.6503, 0, 0.0001, 0.0006
Si, 9.6478, 0.7344, 19.8094, -0.0002, -0.0001, 0.0003
Si, -1.1465, 2.2147, 16.9253, 0.0004, -0.0003, 0.0009
Si, 12.5936, 9.8318, 17.1506, 0.0001, 0.0002, 0.0011
Si, 5.1424, 1.0822, 20, 0.0002, -0.0004, -0.0004
Si, 3.5467, 7.6936, 16.3743, 0.0001, -0.0003, 0.0005
Si, 12.9942, 4.0792, 19.9786, 0.0003, -0.0003, 0.0003
Si, -3.6245, 9.6362, 19.7139, -0.0001, 0.0009, 0.0003
Si, 8.3882, 7.4175, 21.8376, -0.0012, -0.0008, -0.0004
Si, 2.5029, 2.3535, 13.3353, 0.0001, 0.0005, -0.0008
Si, 5.5982, -1.4928, 14.7765, -0.0001, 0.0001, 0.0012
Si, 2.6835, 8.0374, 9.5802, 0.0052, -0.0063, 0.0031
Si, -3.5912, -2.6835, 16.9626, -0.0004, 0, 0.0011
Si, 0.7742, 11.5327, 11.9649, 0.0007, 0.0003, -0.0012
Si, 6.4726, 4.9511, 22.6408, 0.0007, -0.0006, 0
Si, 1.5426, -7.188, 17.1571, 0, -0.0005, 0.0013
Si, 11.0976, 8.7456, 10.9149, 0.0012, 0.0023, -0.0015
Si, 5.3629, 1.3627, 14.0215, -0.0006, 0.0005, 0.0003
Si, 8.1414, 4.0114, 10.4021, 0.0022, -0.0005, -0.0001
O, 8.1325, 2.5154, 11.0361, -0.001, -0.0005, 0.0006
O, 5.5985, -1.7469, 13.1563, 0, -0.0004, -0.001
O, 9.8066, 1.5218, 18.3984, -0.0002, -0.0003, -0.0001
O, 3.6553, -6.6878, 20.3131, -0.0001, 0.0002, 0
O, -1.4008, 8.8951, 10.4004, 0.0005, -0.0008, 0.0013
O, 0.0711, 0.1641, 20.5572, 0.0002, -0.0002, 0.0002
O, 1.0606, 7.9182, 9.8392, 0.0041, 0.0002, 0.0034
O, 15.0056, 2.3431, 13.7771, 0.0002, -0.0004, 0.0006
O, 17.883, -1.273, 10.9868, 0.0006, -0.0009, 0.0001
O, 12.4947, 0.1054, 18.2435, -0.0002, -0.0006, -0.0007
O, 10.9141, 6.3822, 16.2291, 0.0003, -0.0001, -0.0007
O, 10.284, -2.4076, 14.8807, 0.0001, -0.0002, -0.0004
O, 7.8622, 4.3889, 14.3507, -0.0001, -0.0008, 0.0006
O, 13.2194, 12.1096, 12.2216, -0.0005, -0.0008, 0.0005
O, 6.7601, 6.7467, 16.9241, 0.0003, 0, -0.0005
O, 11.0847, 11.1295, 13.4348, -0.0001, -0.0005, 0.0002
O, 12.9169, 4.6195, 15.8566, -0.0005, -0.0004, 0.0002
O, 19.6602, -0.5441, 19.4891, 0, -0.0003, -0.0001
O, 0.2785, 13.0856, 22.2725, 0.0005, -0.0001, -0.0001
O, 5.8955, 0.7826, 12.5784, 0.0003, -0.0004, -0.0001
O, 5.6582, 2.5118, 19.3762, -0.0001, 0.0002, 0
O, -1.988, 1.7694, 20.8768, -0.0002, 0, 0.0001
O, 5.0759, 0.0542, 14.9875, 0.0002, -0.0004, -0.0002
O, 7.9563, 5.0263, 11.6851, -0.0013, 0.0003, -0.0012
O, 12.4946, 2.0304, 14.6368, 0, -0.0001, 0.0002
O, 6.1363, 4.1262, 21.2982, 0.0008, 0.0006, 0.0015
O, 1.7288, 4.6829, 18.4936, 0, 0.0001, -0.0007
O, 0.8745, 10.2023, 11.048, -0.0005, -0.0007, 0.0006
O, 3.857, 0.7154, 19.0638, 0.0001, -0.0002, -0.0003
O, 11.3233, 8.8379, 17.3464, -0.0002, -0.0002, -0.0004
O, 11.4712, 5.4347, 11.0989, -0.0001, 0.0012, 0.0007
O, 10.8768, 12.7172, 11.1697, -0.0005, -0.0002, 0.0004
O, 3.0044, -2.0335, 17.351, -0.0001, -0.0001, -0.0004
O, 6.0431, 4.3401, 16.3201, 0.0001, -0.0002, -0.0005
O, -2.2606, 8.1699, 23.2708, -0.0006, 0.0007, 0.0015
O, 0.98, 16.8115, 13.7285, 0.0001, 0.0013, 0
O, 10.1448, 4.1145, 12.9738, 0.0002, 0.0002, 0.0004
O, 5.7041, 5.1063, 18.8303, 0.0001, -0.0003, 0.0003
O, 9.5766, 4.1696, 21.8475, -0.0004, 0.0006, -0.0008
O, 4.2017, 6.3657, 17.0836, -0.0003, 0, -0.0004
O, 3.4646, 7.8782, 11.0103, 0.0671, -0.2064, 0.0515
O, 4.4935, -0.5933, 10.8157, -0.0008, -0.0051, -0.0007
O, 7.6189, 8.4511, 20.8143, 0.0006, -0.001, 0.0008
O, 1.8352, 2.413, 19.8462, -0.0001, 0.0002, 0.0003
O, 8.9357, -2.9214, 17.1101, 0, -0.0003, -0.0003
O, -1.1584, 6.7325, 21.2202, -0.0003, 0.0004, -0.0001
O, -2.3528, -1.9834, 12.9097, -0.0006, 0.0003, -0.0004
O, 8.9712, 0.211, 11.5666, -0.0003, -0.0011, 0.0016
O, -0.678, 12.0441, 15.809, -0.0001, -0.0001, -0.0002
O, 4.5969, 8.3361, 15.3518, -0.0003, -0.0003, 0
O, 8.3435, 2.8749, 16.5402, -0.0001, 0, -0.0003
O, 2.311, -3.7051, 15.4416, -0.0008, -0.0002, -0.0002
O, -4.7544, 10.7679, 20.1061, 0, -0.0005, -0.0001
O, 9.6413, 4.0791, 9.748, -0.0004, -0.0009, 0.0001
O, 13.4452, 2.4229, 17.3436, 0, -0.0001, -0.0005
O, 2.3159, 0.3661, 22.1211, 0.0008, -0.0001, -0.0007
O, 11.0149, 8.0359, 12.3765, 0.001, -0.0005, 0.0002
O, 6.4942, 2.2289, 14.7726, 0, -0.0004, 0
O, -1.8268, 6.5083, 13.5683, 0.0004, 0.0002, 0.0002
O, -0.0347, 3.3965, 16.9852, -0.0002, 0, -0.0003
O, 11.9864, 4.9043, 20.9997, -0.0006, 0.0004, 0
O, 4.6544, 1.4511, 21.504, -0.0007, 0, 0.0008
O, 6.9885, -1.7932, 15.6212, 0.0002, -0.0003, -0.0003
O, 12.4923, -0.4231, 15.6603, 0, -0.0003, -0.0001
O, 6.7944, -1.9434, 18.3086, -0.0002, -0.0003, -0.0005
O, 12.9027, 3.7418, 12.6527, -0.0011, 0.0007, 0.001
H, 3.8207, 6.991, 11.195, -0.0682, 0.2069, -0.0538

Results
free energy: -135566.101 eV
free energy less fixed offsets of H -15.97, N -385.13, O -568.88, Si -635.61 eV per atom: 1.449 eV

The program warned: the cutoff lies below the one the program advises for these potential files; the forces do not sum to zero within the program's tolerance; the exchange-correlation potential is rough where the density is thin.
